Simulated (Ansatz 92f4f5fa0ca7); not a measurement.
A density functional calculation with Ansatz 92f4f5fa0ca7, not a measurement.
Periodic cell of 213 atoms, Si131O78As1H3, from a study of silicon, its oxide and their interface. The atomic structure is a simulated model.
Doubt: the cutoff is far below the 930 eV that the study's wrapper takes by default for these files, so forces and energies are approximate.
This geometry differs little from another in the collection (a relaxation step or a small displacement).

Settings
functional: PBE
potential files: Ansatz PAW
basis: plane waves
wave-function cutoff: 580 eV
density cutoff ratio: 5
exchange-correlation grid ratio: 1
k mesh: 1 x 1 x 1, Gamma-centred
self-consistency stop: 5e-08 eV per atom in the density residual
occupations: fixed
spin: none
net charge: 0

Cell vectors (angstrom)
a 10.938 0 0
b 0 10.938 0
c 0 0 31.231

Atoms: element, x, y, z (angstrom)
Si 10.4314 0.5443 23.7575
Si 6.1137 10.3365 23.8726
Si 2.2677 3.114 23.7706
Si 8.6348 2.3689 23.8063
Si 0.6541 4.974 23.8543
Si 4.9932 5.9384 23.8785
Si 3.2812 7.6374 23.9053
Si 7.7879 8.5329 23.8332
Si 1.2839 1.4104 25.0743
Si 6.9516 1.2745 25.0679
Si 4.0569 4.0916 25.0249
Si 9.7034 4.07 25.0409
Si 1.5163 6.7246 25.1668
Si 6.783 6.8542 25.13
Si 4.219 9.4843 25.0421
Si 9.5606 9.6095 24.9922
Si 2.7538 -0.0271 26.3003
Si 8.2714 -0.0285 26.5243
Si 0.0257 2.7501 26.5517
Si 5.4972 2.6961 26.3146
Si 2.7976 5.3868 26.5873
Si 8.245 5.4426 26.3417
Si 0.0403 8.1954 26.3188
Si 5.4986 8.2089 26.5722
Si 4.1058 1.3532 27.7199
Si 9.6057 1.3559 27.875
Si 1.3849 4.0842 27.9146
Si 6.8621 4.0721 27.7301
Si 4.142 6.811 27.8936
Si 9.5863 6.845 27.7304
Si 1.3941 9.558 27.7313
Si 6.8718 9.5821 27.8832
Si 0.0416 -0.031 29.1767
Si 5.4566 0.018 29.1719
Si 2.768 2.6942 29.1881
Si 8.2013 2.7301 29.177
Si -0.0147 5.4912 29.1789
Si 5.5196 5.4266 29.1838
Si 2.731 8.2027 29.1754
Si 8.2335 8.1788 29.1812
Si 1.3673 1.3673 30.5472
Si 6.8362 1.3673 30.5472
Si 4.1018 4.1018 30.5472
Si 9.5708 4.1018 30.5472
Si 1.3673 6.8362 30.5472
Si 6.8362 6.8362 30.5472
Si 4.1018 9.5708 30.5472
Si 9.5708 9.5708 30.5472
Si 2.7345 0 0.6835
Si 8.2035 0 0.6835
Si 0 2.7345 0.6835
Si 5.469 2.7345 0.6835
Si 2.7345 5.469 0.6835
Si 8.2035 5.469 0.6835
Si 0 8.2035 0.6835
Si 5.469 8.2035 0.6835
Si 4.0631 1.4022 2.0593
Si 9.5592 1.3697 2.0415
Si 1.3918 4.0782 2.0455
Si 6.7949 4.1454 2.0585
Si 4.1161 6.8223 2.0414
Si 9.5383 6.8681 2.0563
Si 1.3432 9.5972 2.0539
Si 6.8379 9.5577 2.0533
Si -0.0326 0.0262 3.4631
Si 5.4301 -0.0017 3.3475
Si 2.7277 2.7613 3.5259
Si 8.1618 2.7448 3.3514
Si 0.0035 5.4719 3.3197
Si 5.437 5.4932 3.5135
Si 2.7419 8.207 3.3393
Si 8.158 8.2021 3.5048
Si 1.3006 1.4065 4.8804
Si 6.7541 1.3942 4.6856
Si 4.0804 4.1547 4.9641
Si 9.5559 4.1225 4.6478
Si 1.3857 6.8184 4.6474
Si 6.7647 6.8671 4.9512
Si 4.0833 9.5721 4.7082
Si 9.5089 9.6204 4.852
Si 2.6981 -0.0508 6.1065
Si 8.0876 0.1203 6.1438
Si -0.098 2.8524 6.1716
Si 5.495 2.6987 6.2211
Si 2.6641 5.6036 6.2519
Si 8.1924 5.3582 6.1129
Si 0.0011 8.1364 6.0019
Si 5.3761 8.3352 6.2873
Si 4.4439 0.8701 7.3904
Si 8.9779 1.9606 7.3274
Si 0.7971 4.6804 7.3898
As 7.2341 3.6946 7.6183
Si 3.5207 7.4668 7.5065
Si 10.0154 6.349 7.232
Si 1.667 9.1286 7.327
Si 6.2693 10.2622 7.4205
H 9.3135 1.5822 8.7377
O 3.9391 0.8356 8.9866
O 6.5741 10.3969 9.0715
O 0.8224 9.6606 8.6745
O 3.9585 7.115 9.0747
O 9.7789 6.7457 8.8193
O 0.9825 4.5218 9.0384
H 2.8239 7.9367 22.5162
H 5.3855 5.6113 22.4677
O 7.9847 3.1551 22.433
O 0.1496 11.0624 22.2859
O 0.4998 5.669 22.338
O 2.584 2.5139 22.2311
O 5.8942 -0.1425 22.3041
O 8.1472 7.88 22.3291
Si 10.9834 9.2172 13.9822
Si 5.8967 8.1417 16.4005
Si 9.1685 0.9529 19.1509
Si 3.2464 7.1153 17.5604
Si 2.2896 4.5821 18.9964
Si 0.7148 2.4336 14.565
Si 7.1612 5.7711 11.5948
Si 8.6449 3.1565 20.9366
Si 5.503 3.3532 12.0139
Si 1.2419 3.6974 10.4078
Si 2.4639 0.7635 18.2936
Si 2.9672 9.3925 19.7164
Si 5.9683 3.576 16.146
Si 3.1316 2.2925 20.7174
Si 7.2861 5.969 14.6343
Si 6.1686 1.2375 14.3014
Si 9.9751 4.8027 15.6464
Si 8.3592 3.6455 18.0763
Si 10.7236 1.5147 11.7286
Si 4.0027 10.0084 14.6592
Si 3.5942 1.5624 10.3948
Si 6.8009 9.4004 10.3336
Si 5.1414 -0.1693 20.8794
Si 0.5403 9.6195 10.2666
Si 2.4657 10.0855 12.219
Si 8.9208 7.8869 20.8895
Si 7.2794 9.565 18.8735
Si 8.4342 10.6993 12.8307
Si 3.0523 5.4044 12.399
Si 10.7667 5.2877 20.9059
Si 9.1748 7.4578 10.1222
Si 1.4755 6.6324 14.908
Si 4.7117 7.2375 10.5103
Si 2.8977 3.0963 16.5144
Si 1.1603 10.6763 16.0416
Si 0.1146 10.3094 20.8451
O 7.8367 8.2938 9.738
O 10.0522 9.042 20.9346
O 8.0898 4.0443 19.6595
O 4.822 7.2511 17.2147
O 11.0156 9.5498 15.5909
O 9.3614 4.5807 17.1608
O 3.1924 1.61 17.1143
O 4.1144 9.4609 20.8871
O 0.7465 1.9947 12.9916
O 8.4893 1.5819 20.5092
O 3.2868 3.778 20.0322
O 0.9588 5.1854 19.7255
O 3.1294 0.5148 11.5838
O 2.3716 7.2338 16.1655
O 6.0249 2.3095 13.1176
O 8.4714 10.5948 18.49
O 6.6652 9.085 17.4588
O 5.0745 9.0004 15.3048
O 6.229 10.4761 19.714
O 3.65 6.7387 11.6518
O 0.6273 7.6846 13.9502
O 10.3058 8.5326 10.6762
O 10.3831 3.4078 14.8901
O 4.7378 0.4901 14.4313
O 1.9529 9.1532 10.98
O 9.4805 9.5382 13.3868
O 2.6673 10.2412 15.5619
O 4.4656 1.3373 20.7406
O 6.0249 6.2713 10.5358
O 2.0786 1.5766 19.6635
O 3.5328 10.5577 18.7067
O 4.9118 2.4423 10.7958
O 0.5343 1.1042 15.4488
O 2.3647 2.57 10.107
O 4.2972 4.3359 12.5549
O 6.372 4.6841 15.0276
O 2.742 8.1356 18.7323
O 8.8618 5.5713 14.7377
O 5.3447 8.7437 10.755
O 6.8833 4.1579 11.6144
O 6.9309 6.3902 13.0979
O 0.2158 0.2238 10.7772
O 6.8413 3.7765 17.4995
O 1.1904 -0.0362 17.6498
O 10.1647 3.766 21.0913
O 6.3866 2.0699 15.6801
O 9.254 1.0928 12.3155
O 7.8392 8.2666 19.7117
O 1.8814 3.7377 17.64
O 1.8072 4.7293 11.5573
O 4.3634 3.7877 16.3751
O 2.148 3.0921 15.0542
O 1.5759 9.7156 20.4736
O 7.4937 10.1274 11.6195
O 10.6021 0.4317 19.6982
O 3.5715 9.4041 13.1978
O 10.7939 2.8827 10.8113
O 9.6367 6.4372 20.5716
O 6.985 7.2175 15.6289
O 1.1016 10.2042 13.1756
O 7.4252 0.2238 14.035
O 0.3881 5.7027 15.6876
O 9.1074 2.17 18.0508
O 2.4738 5.8406 13.873
O 8.6698 6.2631 11.1456
O 3.213 5.7277 18.3647

Results
free energy: -132542.129 eV
free energy less fixed offsets of As -4856.12, H -15.97, O -568.88, Si -635.61 eV per atom: -0.549 eV

Forces (eV/angstrom), in the order of the atoms: element, x, y, z
Si 0.0026 -0.0013 0.0024
Si -0.0028 0.0025 0.0016
Si 0.0019 -0.0023 0.0006
Si -0.0018 0.0018 0.0014
Si -0.0014 0.0027 0.0024
Si 0.0002 -0.001 -0.0018
Si -0.0006 0 -0.0016
Si 0.0017 -0.0013 0.0012
Si 0.0013 -0.0014 -0.0082
Si -0.0019 0.0011 -0.0073
Si 0.0017 -0.0049 -0.0071
Si -0.002 0.0024 -0.0086
Si -0.0041 0.001 -0.0065
Si 0.0033 -0.0025 -0.0072
Si -0.0023 0.0067 -0.0064
Si 0.001 -0.003 -0.0074
Si 0.0019 -0.0006 0.007
Si 0.0043 0.0061 0.0166
Si -0.0015 -0.0016 0.0164
Si 0.0012 0.0001 0.0062
Si -0.0048 -0.0006 0.0205
Si -0.0001 -0.0012 0.0048
Si 0.0001 -0.0016 0.0055
Si 0.0053 0.0052 0.0227
Si -0.0013 -0.0012 -0.0107
Si 0.0013 -0.0052 -0.0077
Si 0.0077 0.0019 -0.0041
Si -0.0002 -0.0024 -0.008
Si 0.0044 -0.0059 -0.0033
Si 0.0007 0.0023 -0.009
Si 0.001 0.0015 -0.008
Si -0.0055 -0.0071 -0.01
Si -0.0028 0.007 0.0033
Si 0.0029 -0.0011 0.0036
Si -0.0067 0.0041 0.0021
Si -0.0003 -0.0034 0.0015
Si 0.0034 -0.0025 0.0033
Si -0.0033 0.0071 0.0023
Si -0.0002 -0.0022 0.0031
Si -0.0023 0.0035 0.0029
Si 0.1495 -0.2617 0.0042
Si -0.1284 0.0675 0.0391
Si 0.205 -0.1743 -0.0681
Si -0.0852 0.1203 -0.0147
Si -0.1106 0.0927 0.0557
Si 0.2216 -0.1498 -0.0368
Si -0.05 0.0729 -0.0326
Si 0.2217 -0.1127 -0.0794
Si -0.2129 0.2101 0.088
Si 0.0189 -0.1518 -0.06
Si 0.1004 -0.1022 -0.0671
Si -0.1784 0.2043 0.1462
Si 0.1071 -0.1104 -0.0991
Si -0.1757 0.1851 0.1083
Si -0.1605 0.1953 0.1055
Si 0.0971 -0.1072 -0.1051
Si 0.0045 -0.0057 -0.0019
Si -0.0042 0.0012 -0.0018
Si -0.0058 0.0044 -0.0019
Si 0.0094 -0.0082 0.0024
Si -0.0045 0.0034 0.0005
Si 0.0035 -0.0019 -0.004
Si 0.0035 -0.0004 -0.0028
Si -0.0012 -0.0004 -0.0028
Si -0.0044 0.0044 0.0061
Si 0.017 0.0258 0.025
Si 0.0011 0.0044 0.0105
Si -0.0041 0.0027 -0.0001
Si -0.0176 -0.024 0.0207
Si -0.0032 0.0023 0.0072
Si 0.0039 -0.0111 0.0086
Si -0.0075 -0.001 0.009
Si -0.0022 0.0012 -0.0024
Si -0.0099 -0.0256 -0.0246
Si -0.0053 -0.0003 -0.0082
Si 0.0228 0.0114 -0.0261
Si 0.0032 0.0075 -0.0192
Si 0.0005 0.0058 -0.0064
Si -0.0049 -0.0018 -0.0133
Si 0.0008 0.0023 -0.0009
Si -0.0008 0 0.0085
Si -0.005 0.0084 0.0055
Si -0.0003 0.0056 0.005
Si 0.0015 0.0022 0.0123
Si 0.0024 -0.0047 0.0114
Si -0.0089 -0.0031 0.0118
Si -0.0032 0.0004 0.0103
Si 0.007 -0.0006 0.0067
Si -0.0063 -0.0008 -0.0006
Si -0.0007 -0.0031 0.0178
Si 0.0063 -0.005 -0.0038
As 0.009 -0.0089 -0.0101
Si 0.0003 -0.0013 -0.0004
Si 0.0014 0.0089 0.0024
Si -0.0026 0.0032 -0.0031
Si 0.0062 -0.0032 0.0003
H -0.0047 0.0043 -0.0175
O 0.0011 0.0001 -0.0033
O -0.0014 -0.0008 0.0001
O 0.0006 -0.0021 -0.0026
O 0 -0.0004 -0.0018
O -0.0001 -0.0025 -0.0065
O 0.0003 0.0002 0.0013
H -0.0001 0.0002 0
H 0.0003 0.0003 0.0002
O 0.0004 0.0005 -0.0004
O -0.0001 0.0002 0.0008
O -0.0001 0.0007 -0.0018
O 0 0.0005 0.0012
O -0.0006 0.0005 -0.0022
O -0.0007 -0.0001 0.001
Si -0.0001 0.0017 -0.0012
Si -0.0001 0.0002 0.0011
Si -0.0006 0.0001 0.0002
Si 0.0003 0.0007 0.0001
Si -0.0013 0.0004 0.001
Si 0.0006 -0.0003 -0.0014
Si 0.0004 0.0025 -0.0001
Si -0.0004 0.0003 0.0009
Si -0.0017 -0.0005 0.0008
Si -0.0023 -0.0016 0.0006
Si 0 0.0001 0.0002
Si 0.0005 0.0003 -0.0007
Si 0.0002 0 -0.0002
Si -0.0003 0.0003 0.0001
Si -0.0007 0.0005 -0.0005
Si -0.0001 0.0005 -0.0004
Si -0.0002 -0.0002 0.0001
Si 0.0001 0.0003 0.001
Si -0.0009 0.0002 -0.0041
Si 0.0001 0 -0.0002
Si -0.0006 0.0024 0.0019
Si -0.0003 0.0013 -0.0023
Si 0.0014 0.0004 0.001
Si -0.0009 0.0041 0.0016
Si -0.0007 -0.0003 -0.0009
Si -0.0005 0.0001 -0.0006
Si -0.0007 0.0005 -0.0002
Si -0.0003 0.0004 -0.0005
Si 0 0.0001 -0.0013
Si 0.0009 0.0003 0
Si -0.0019 0.0014 0.0023
Si 0.0003 -0.0003 0.0003
Si 0.0002 0.0013 0.0016
Si -0.0011 0.0001 -0.0003
Si 0.0001 0.0005 0.0006
Si 0 -0.0005 -0.0013
O 0.0003 -0.0001 0.0002
O 0.0002 0.0007 0.0002
O -0.0004 0.0002 -0.0008
O -0.0003 0.0004 -0.0002
O -0.0005 -0.0001 0.0001
O 0 0.0005 -0.0005
O -0.0001 0.0003 -0.0001
O -0.0003 -0.0002 -0.0001
O 0.0003 0.0011 0.0026
O 0.0008 -0.0006 -0.0004
O 0 -0.0001 0
O 0.0007 -0.0003 -0.0004
O -0.0007 -0.0005 -0.0005
O -0.0005 0 -0.0004
O 0.0006 0.0003 -0.0011
O 0.0007 0.0005 0.0002
O -0.0003 -0.0004 -0.0005
O -0.0002 0.0004 -0.0002
O 0.0005 -0.0003 0
O -0.0008 -0.0003 0.0003
O -0.0002 -0.0001 0.0005
O -0.0004 -0.0007 0.0004
O -0.0006 0.0005 0.0005
O -0.0006 -0.0005 -0.0003
O 0.0004 0.0004 0
O 0.0005 -0.0005 0.0013
O 0 0.0002 0.0001
O -0.0003 0.0001 0.0004
O 0.0008 -0.0011 -0.0001
O 0.0001 0 -0.0001
O -0.0001 0.0002 -0.0004
O 0.0002 0 -0.0007
O -0.0003 0.0002 0.0001
O 0.0014 0 0.0012
O 0.001 0.0003 -0.0013
O 0.0004 0.0003 0.0011
O -0.0002 0.0001 0
O 0.0001 0.0002 0
O -0.0013 -0.0009 -0.0006
O -0.0002 0.0009 0
O -0.0006 -0.0004 0.0009
O 0.0007 -0.0014 -0.0007
O -0.0009 0 -0.0007
O -0.0002 0.0001 0.0003
O 0.0002 0 0.0003
O 0 0.0004 0.0003
O -0.0015 -0.0008 0.0019
O 0.0004 0.0001 0.0002
O 0.0003 0.0004 0.0003
O 0.0003 0.0013 0.0001
O 0.0002 0.0007 0.0001
O -0.0001 0.0004 0.0002
O -0.0005 0.0002 0.0007
O 0 0.0014 0.0014
O -0.0002 0.0003 0.0001
O 0.0001 0.0005 0.0009
O -0.0001 0.0004 -0.0006
O -0.0003 0.0004 0.0004
O 0.0002 -0.0002 -0.0005
O -0.0005 -0.0009 0.0009
O -0.0006 0.0001 0.0002
O -0.0002 0.0006 0.0004
O 0.0001 0.0001 0.0001
O -0.001 0.0007 0.0004
O -0.0008 -0.0009 -0.0002
O 0.0001 -0.0001 -0.0004

The program warned: the cutoff lies below the one the program advises for these potential files; the forces do not sum to zero within the program's tolerance; the exchange-correlation potential is rough where the density is thin.
